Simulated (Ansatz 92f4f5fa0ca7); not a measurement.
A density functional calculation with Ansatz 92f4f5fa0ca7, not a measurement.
Periodic cell of 226 atoms, Si134O92, from a study of silicon, its oxide and their interface. The atomic structure is a simulated model.
Doubt: the cutoff is low for norm-conserving oxygen, so forces and energies are approximate.
Doubt: the program's own warning below bears on the result.
This geometry differs little from another in the collection (a relaxation step or a small displacement).

Settings: functional HSE06; potential files SPMS norm-conserving; basis plane waves; wave-function cutoff 800 eV; density cutoff ratio 4; exchange-correlation grid ratio 1; k mesh 1 x 1 x 1, Gamma-centred; occupations fixed; spin none; net charge 0.

Cell vectors (angstrom)
a  10.938  0  0
b  0  10.938  0
c  0  0  32.3861

Atoms: element, x, y, z (angstrom)
Si  0.2609  -0.1421  24.7494
Si  5.2024  0.2141  25.141
Si  3.1234  2.5549  24.8136
Si  7.9486  3.0391  25.0555
Si  -0.3832  5.6977  24.8812
Si  5.7916  5.3007  25.0362
Si  2.4676  8.5066  24.8635
Si  8.41  7.9879  24.9316
Si  1.4004  1.4453  26.0982
Si  6.8266  1.4022  26.3203
Si  4.1378  4.1361  26.241
Si  9.5288  4.1672  26.3349
Si  1.3116  6.8521  26.1214
Si  6.8858  6.8821  26.3391
Si  3.9864  9.5859  26.336
Si  9.6146  9.6258  26.1424
Si  2.6619  0.0673  27.6245
Si  8.2277  -0.0037  27.5833
Si  0.0116  2.7414  27.5631
Si  5.4505  2.759  27.6519
Si  2.7038  5.4993  27.5477
Si  8.1915  5.5007  27.6974
Si  -0.0116  8.2171  27.5679
Si  5.4361  8.2259  27.6194
Si  4.1018  1.3673  28.9678
Si  9.5708  1.3673  28.9678
Si  1.3673  4.1018  28.9678
Si  6.8362  4.1018  28.9678
Si  4.1018  6.8362  28.9678
Si  9.5708  6.8362  28.9678
Si  1.3673  9.5708  28.9678
Si  6.8362  9.5708  28.9678
Si  0  0  30.3351
Si  5.469  0  30.3351
Si  2.7345  2.7345  30.3351
Si  8.2035  2.7345  30.3351
Si  0  5.469  30.3351
Si  5.469  5.469  30.3351
Si  2.7345  8.2035  30.3351
Si  8.2035  8.2035  30.3351
Si  1.3673  1.3673  31.7023
Si  6.8362  1.3673  31.7023
Si  4.1018  4.1018  31.7023
Si  9.5708  4.1018  31.7023
Si  1.3673  6.8362  31.7023
Si  6.8362  6.8362  31.7023
Si  4.1018  9.5708  31.7023
Si  9.5708  9.5708  31.7023
Si  2.7345  0  0.6835
Si  8.2035  0  0.6835
Si  0  2.7345  0.6835
Si  5.469  2.7345  0.6835
Si  2.7345  5.469  0.6835
Si  8.2035  5.469  0.6835
Si  0  8.2035  0.6835
Si  5.469  8.2035  0.6835
Si  4.1018  1.3673  2.0507
Si  9.5708  1.3673  2.0507
Si  1.3673  4.1018  2.0507
Si  6.8362  4.1018  2.0507
Si  4.1018  6.8362  2.0507
Si  9.5708  6.8362  2.0507
Si  1.3673  9.5708  2.0507
Si  6.8362  9.5708  2.0507
Si  0  0  3.418
Si  5.469  0  3.418
Si  2.7345  2.7345  3.418
Si  8.2035  2.7345  3.418
Si  0  5.469  3.418
Si  5.469  5.469  3.418
Si  2.7345  8.2035  3.418
Si  8.2035  8.2035  3.418
Si  1.342  1.4084  4.7348
Si  6.8612  1.3334  4.8576
Si  4.1501  4.0355  4.7527
Si  9.5767  4.0723  4.8434
Si  1.3943  6.7954  4.7367
Si  6.8856  6.7833  4.7879
Si  4.145  9.5441  4.7509
Si  9.5336  9.5856  4.7628
Si  2.7976  0.069  5.9672
Si  8.1353  -0.1171  6.291
Si  -0.0414  2.654  6.2318
Si  5.5066  2.7215  6.2262
Si  2.7158  5.3533  6.0474
Si  8.2573  5.4465  6.2618
Si  0.0448  8.2152  5.9975
Si  5.4521  8.1129  6.1106
Si  3.8571  1.5418  7.4554
Si  9.8609  0.9136  7.5291
Si  1.6335  3.8002  7.4409
Si  6.5726  4.3701  7.5736
Si  4.2548  6.5046  7.338
Si  9.502  7.1259  7.4154
Si  1.2815  9.801  7.186
Si  6.9995  9.0773  7.5885
O  5.419  5.4892  7.8715
O  0.1343  -0.1475  7.7781
O  2.7393  2.6668  7.8246
O  8.2897  8.1192  7.8554
O  -4.5416  9.6446  21.4966
O  6.8536  4.1481  24.5358
O  5.7843  10.3055  23.8943
O  -0.026  4.9009  23.4933
O  6.279  9.1061  9.0557
O  1.2337  4.4597  8.8789
O  2.192  9.3084  8.4257
O  7.0439  3.8612  9.0553
O  10.3934  6.8288  8.7497
O  4.2666  0.8464  8.8798
O  3.46  7.0168  8.66
O  9.3668  1.1964  9.0547
O  4.1951  1.3535  24.5535
O  8.7295  2.4408  23.7635
O  9.4953  6.8659  24.4422
O  3.243  7.8536  23.5803
O  7.6742  8.5082  23.5651
O  1.2984  4.0717  21.4109
O  -2.2839  8.8987  15.3695
O  9.9141  -0.0213  19.0367
Si  11.4866  13.2955  12.4354
Si  2.7768  8.2361  9.4568
Si  5.4288  8.7059  20.636
Si  -1.7615  1.2205  22.8138
Si  7.1243  11.6515  16.017
Si  2.6834  3.9352  16.6686
Si  10.9989  9.7448  18.8104
Si  2.8164  4.0246  21.9566
Si  8.9873  7.5992  16.262
Si  11.1791  4.1448  14.9398
Si  4.1378  -4.1683  22.7738
Si  10.9699  7.0996  10.2349
Si  5.5068  -1.6971  10.4726
Si  6.757  3.2763  10.5403
Si  3.025  0.6878  13.005
Si  0.6629  18.2098  20.2057
Si  13.5361  6.3444  18.3128
Si  3.9279  14.8852  19.225
Si  11.3423  10.7352  16.1521
Si  9.4098  -2.7777  12.5053
Si  5.6529  -2.0171  15.7452
Si  2.6848  -1.4932  14.9045
Si  6.8731  -3.4993  18.137
Si  9.0763  3.0362  20.2575
Si  6.4099  4.6175  13.2268
Si  -3.9378  -1.0924  22.9594
Si  11.3929  15.1851  10.2731
Si  9.044  -0.7898  14.412
Si  20.5413  1.1981  17.9891
Si  15.7816  -8.3993  14.8061
Si  2.7288  8.9606  19.5572
Si  8.2476  4.7058  15.6979
Si  11.4478  7.1476  14.7174
Si  6.5248  7.5769  13.0133
Si  4.6786  11.9888  10.4388
Si  0.0058  4.9168  21.8748
Si  9.4079  -8.8577  10.3956
Si  17.8137  -6.6436  18.4618
O  8.1054  0.0472  22.9057
O  -3.4292  4.0322  16.983
O  9.134  1.7873  21.2989
O  15.0689  9.5301  20.0873
O  5.249  6.1028  23.7334
O  1.8082  8.0869  14.8634
O  7.9007  2.2083  10.917
O  1.1164  6.2711  18.9995
O  12.9048  -11.2602  15.7934
O  10.5736  0.5801  23.387
O  3.6663  5.5541  19.2423
O  6.1972  8.5525  14.2581
O  3.9218  8.9221  10.3485
O  2.9172  -0.8798  13.414
O  6.8018  4.4264  11.6688
O  12.3232  9.6487  24.3428
O  13.7937  3.314  18.1685
O  0.0196  -4.4705  21.4181
O  -0.3394  8.4148  19.6361
O  0.0531  -1.3976  17.2007
O  -0.3276  -3.2659  13.4484
O  11.091  5.667  10.9648
O  7.6687  14.5487  19.6988
O  13.5656  -5.3682  16.882
O  5.3432  2.508  10.5774
O  12.562  10.1001  19.1924
O  -4.6177  8.261  19.3893
O  -1.0217  8.0589  10.9881
O  6.048  -2.6621  11.6374
O  5.3926  3.669  18.6121
O  9.0018  -1.2484  12.8693
O  10.5418  18.1642  16.0638
O  14.3825  11.867  11.4667
O  -0.157  1.147  16.8594
O  6.2846  10.3032  16.316
O  2.0094  8.0449  20.7028
O  14.8699  3.4331  15.7891
O  20.7263  4.248  15.7472
O  4.0691  -1.8403  15.6122
O  10.3264  1.5514  11.6258
O  4.9011  -3.4556  21.5492
O  10.5634  10.5421  14.7588
O  8.1401  6.3133  15.7595
O  3.7277  3.418  20.7477
O  5.6907  10.8001  10.8611
O  6.8243  5.8966  18.5915
O  16.2261  3.5382  13.6213
O  1.515  7.7306  10.3141
O  2.8514  3.1477  23.3123
O  14.9745  12.2936  14.0708
O  8.1007  -3.6719  12.787
O  9.9816  3.5287  9.9531
O  12.5099  12.2936  13.1345
O  7.6198  15.2495  14.264
O  13.923  18.8652  18.3012
O  8.049  11.3731  14.7077
O  9.7176  4.2576  21.0817
O  8.4103  7.8607  17.7569
O  5.8574  6.1373  13.3402
O  17.0174  1.8919  15.6436
O  10.8876  3.2595  13.6267
O  11.7677  5.5868  14.4807
O  1.3358  14.4137  15.9251
O  3.2172  5.5554  22.2621
O  12.1978  3.321  11.3303
O  8.1325  1.0514  17.2715
O  9.7704  2.5356  18.8747
O  16.8911  -3.1781  16.8353

Results
free energy: -56397.252 eV
free energy less fixed offsets of O -447.96, Si -113.29 eV per atom: -4.072 eV
gap between the highest filled and lowest empty level on this k mesh: 1.199 eV

The program warned: the cutoff lies below the one the program advises for these potential files; the model core charge is not resolved on the grid; the forces do not sum to zero within the program's tolerance; the exchange-correlation potential is rough where the density is thin.
